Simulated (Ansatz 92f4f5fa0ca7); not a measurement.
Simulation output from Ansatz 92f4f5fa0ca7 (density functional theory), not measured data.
Periodic cell of 229 atoms, Si135O78H16, from a study of silicon, its oxide and their interface. The atomic structure is a simulated model.

Settings
functional: PBE
potential files: Ansatz PAW
basis: plane waves
wave-function cutoff: 700 eV
density cutoff ratio: 5
exchange-correlation grid ratio: 1
k mesh: 2 x 2 x 1, shifted by 0.5 0.5 0.5 of a step
self-consistency stop: 5e-08 eV per atom in the density residual
occupations: fixed
spin: none
net charge: 0

Cell vectors (angstrom)
a  10.938  0  0
b  0  10.938  0
c  0  0  32.7405

Atoms and the computed forces on them: element, x, y, z (angstrom), force x, y, z (eV/angstrom)
Si  10.443  0.4987  25.3462  -0.0403  0.0414  0.0492
Si  4.9761  0.4964  25.3384  -0.0576  0.0418  0.0585
Si  3.2309  2.2396  25.3361  0.0493  -0.0547  0.0742
Si  8.6975  2.2412  25.3417  0.0592  -0.0636  0.0696
Si  10.4462  5.9646  25.3426  -0.0653  0.0657  0.079
Si  4.9739  5.9654  25.3395  -0.044  0.0507  0.0536
Si  3.2313  7.7103  25.3425  0.0421  -0.0458  0.0514
Si  8.702  7.7088  25.3453  0.0479  -0.0437  0.0674
Si  1.3697  1.3692  26.5623  -0.0002  0.0018  -0.0606
Si  6.8362  1.3675  26.5636  0.0057  -0.0023  -0.0617
Si  4.1016  4.1017  26.5592  0.0047  -0.0045  -0.063
Si  9.5715  4.1028  26.5625  -0.0014  -0.0019  -0.059
Si  1.3694  6.8379  26.5646  -0.0037  -0.0004  -0.0625
Si  6.8366  6.8376  26.5612  0  -0.0055  -0.0581
Si  4.1037  9.573  26.5634  -0.001  0.0031  -0.0669
Si  9.572  9.5725  26.5647  0.0026  -0.0031  -0.0604
Si  2.6937  -0.0394  27.9458  -0.0072  -0.0086  0.0395
Si  8.1633  -0.0413  27.947  -0.0073  0.0025  0.0306
Si  0.0418  2.7749  27.9455  0.0037  0.0057  0.0378
Si  5.5082  2.7755  27.945  0.0087  0.0143  0.0399
Si  2.696  5.4274  27.9448  -0.0141  -0.0089  0.0459
Si  8.1617  5.4294  27.9449  -0.0024  -0.0065  0.0404
Si  0.0405  8.2452  27.9473  0.0032  0.0013  0.0296
Si  5.5099  8.2432  27.9455  0.0101  0.0126  0.0412
Si  4.1018  1.3673  29.3223  0.005  -0.0037  -0.4856
Si  9.5708  1.3673  29.3223  -0.0029  0.0084  -0.4872
Si  1.3673  4.1018  29.3223  0.0005  0.0132  0.4422
Si  6.8362  4.1018  29.3223  0.0016  -0.0083  0.438
Si  4.1018  6.8362  29.3223  -0.0035  0.0028  -0.4878
Si  9.5708  6.8362  29.3223  0.0028  -0.0067  -0.4878
Si  1.3673  9.5708  29.3223  0.0145  0.0033  0.4516
Si  6.8362  9.5708  29.3223  -0.0109  -0.0014  0.4497
Si  0  0  30.6895  0.0396  -0.0377  -0.0258
Si  5.469  0  30.6895  0.0384  -0.0381  -0.0241
Si  2.7345  2.7345  30.6895  -0.0375  0.0368  -0.0258
Si  8.2035  2.7345  30.6895  -0.0355  0.0376  -0.0245
Si  0  5.469  30.6895  0.0384  -0.0375  -0.0245
Si  5.469  5.469  30.6895  0.0393  -0.0366  -0.0258
Si  2.7345  8.2035  30.6895  -0.0377  0.0391  -0.0244
Si  8.2035  8.2035  30.6895  -0.0377  0.0372  -0.0256
Si  1.3673  1.3673  32.0568  -0.0021  -0.0001  0.0105
Si  6.8362  1.3673  32.0568  -0.0002  0.0001  -0.0159
Si  4.1018  4.1018  32.0568  -0.0006  -0.0003  0.0102
Si  9.5708  4.1018  32.0568  -0.0005  0.0001  -0.0161
Si  1.3673  6.8362  32.0568  -0.0007  0.001  -0.0158
Si  6.8362  6.8362  32.0568  0.0009  0.0011  0.0108
Si  4.1018  9.5708  32.0568  0.0003  -0.0005  -0.0158
Si  9.5708  9.5708  32.0568  -0.0003  0.0012  0.01
Si  2.7345  0  0.6835  0.0349  -0.0803  0.0014
Si  8.2035  0  0.6835  -0.0752  0.0299  0.0027
Si  0  2.7345  0.6835  -0.0316  0.0762  0.0006
Si  5.469  2.7345  0.6835  0.0804  -0.0365  0.0018
Si  2.7345  5.469  0.6835  -0.0766  0.0327  0.0027
Si  8.2035  5.469  0.6835  0.0374  -0.0802  0.001
Si  0  8.2035  0.6835  0.0798  -0.0356  0.0024
Si  5.469  8.2035  0.6835  -0.0327  0.0777  0.0011
Si  4.1018  1.3673  2.0507  -0.0451  0.048  -0.0078
Si  9.5708  1.3673  2.0507  0.0499  -0.0407  -0.0078
Si  1.3673  4.1018  2.0507  0.0369  -0.0485  0.0016
Si  6.8362  4.1018  2.0507  -0.0453  0.0482  0.0019
Si  4.1018  6.8362  2.0507  0.0471  -0.0392  -0.0078
Si  9.5708  6.8362  2.0507  -0.0533  0.0453  -0.0089
Si  1.3673  9.5708  2.0507  -0.045  0.0505  0.0014
Si  6.8362  9.5708  2.0507  0.0429  -0.0461  0.0015
Si  0  0  3.418  0.0237  0.0091  -0.641
Si  5.469  0  3.418  0.0193  -0.0028  0.4925
Si  2.7345  2.7345  3.418  0.0124  0.0082  -0.6238
Si  8.2035  2.7345  3.418  0.0015  0.0026  0.5019
Si  0  5.469  3.418  0.0011  -0.0345  0.487
Si  5.469  5.469  3.418  0.0162  -0.0076  -0.6161
Si  2.7345  8.2035  3.418  0.016  -0.0005  0.4882
Si  8.2035  8.2035  3.418  -0.0204  -0.029  -0.6424
Si  1.3721  1.3644  4.7063  0.0021  -0.0048  0.0264
Si  6.8387  1.366  4.854  -0.0006  0.0046  -0.064
Si  4.1052  4.0994  4.7076  -0.0003  -0.0011  0.0178
Si  9.5725  4.0986  4.856  -0.0009  -0.0021  -0.0558
Si  1.3718  6.8298  4.8481  0.0035  -0.0011  -0.0623
Si  6.84  6.8315  4.7089  -0.0006  0.0046  0.0224
Si  4.1077  9.5675  4.8526  -0.0001  0.0018  -0.067
Si  9.5726  9.568  4.6997  -0.0008  -0.0015  0.0124
Si  2.6874  0.055  6.1504  -0.0215  0.0222  0.0098
Si  8.2655  -0.0635  6.1452  0.0112  -0.0141  0.0209
Si  0.0632  2.672  6.154  0.0155  -0.0148  0.0129
Si  5.4153  2.792  6.156  -0.0174  0.0187  0.0228
Si  2.7958  5.4095  6.1528  0.0131  -0.0137  0.0151
Si  8.1484  5.5227  6.1602  -0.017  0.0191  0.0113
Si  -0.0548  8.2524  6.1346  -0.023  0.011  0.0252
Si  5.5319  8.1447  6.1537  0.0192  -0.0217  0.0157
Si  3.5973  1.8746  7.3612  -0.0338  0.0348  -0.0127
Si  10.0962  0.8353  7.3406  0.03  -0.0284  -0.0067
Si  1.8818  3.5913  7.3575  0.0234  -0.0291  0.032
Si  6.3241  4.6137  7.3644  -0.0299  0.0197  0.0187
Si  4.6105  6.3299  7.3603  0.0428  -0.0339  -0.0086
Si  9.0702  7.3461  7.3522  -0.0289  0.0437  0.0117
Si  0.8692  10.0611  7.3368  -0.0334  0.0385  0.0126
Si  7.3537  9.0593  7.3542  0.0356  -0.0336  -0.0042
H  7.0011  9.4208  8.7638  -0.0136  0.0134  0.0347
H  9.4466  7.0056  8.7617  0.0147  -0.0151  0.0089
H  1.5317  3.9541  8.7716  -0.0092  0.0135  0.0016
H  4.2571  6.6886  8.7738  -0.0224  0.0156  0.0397
H  6.6651  4.2597  8.7827  0.0234  -0.0147  0.0187
H  3.9557  1.5192  8.7736  0.0125  -0.0168  0.0432
H  9.7526  1.1645  8.7568  -0.0219  0.0145  0.0354
H  1.2149  9.6913  8.7489  0.0137  -0.0138  0.0262
H  8.3641  8.0452  23.92  -0.002  -0.0036  0.0357
H  5.3119  0.1562  23.9125  0.0042  0.0008  0.0189
H  10.7835  0.1596  23.9215  -0.0093  0.0095  0.0531
H  10.7793  5.6344  23.9152  0.0107  -0.0133  -0.0062
H  2.8913  2.5747  23.9105  -0.0016  0.0044  0.0111
H  5.3093  5.6309  23.9112  -0.0004  -0.0011  0.0224
H  2.8907  8.0487  23.9162  0.0032  -0.002  0.0257
H  8.3624  2.5697  23.9139  -0.0047  0.0128  0.0039
Si  2.2406  8.1941  20.0955  0.0042  0.0126  -0.0451
Si  8.6832  9.2914  20.6856  -0.0108  0.0278  -0.0269
Si  3.0892  9.7134  14.7381  -0.0019  -0.0116  0.0149
Si  1.4092  2.1796  17.0848  -0.0293  -0.0142  -0.0151
Si  4.1585  5.6284  16.7189  0.0031  0.018  -0.0108
Si  8.6334  5.8366  11.8058  -0.0062  0.0172  0.0066
Si  4.5432  2.4982  16.575  -0.0087  -0.0172  -0.0102
Si  -0.0497  1.0808  14.7683  0.0043  -0.0161  0.0316
Si  3.0187  9.6802  17.626  -0.0241  -0.0252  -0.0062
Si  10.0533  3.8949  14.4021  -0.0095  0.0038  0.0202
Si  2.5404  6.8123  12.0729  0.0022  -0.0009  -0.0116
Si  7.7741  1.4481  11.6141  -0.029  0.01  0.0304
Si  4.8122  7.2727  14.2248  0.0046  -0.0043  0.0273
Si  4.5565  6.3802  19.8425  0.0134  -0.0116  -0.0148
Si  0.6447  2.392  20.3162  0.001  0.0194  -0.0128
Si  7.7422  6.8513  17.1527  -0.0073  0.0095  -0.016
Si  0.8303  6.0001  18.8195  0.0064  0.0001  -0.016
Si  9.2899  10.0308  13.1327  0.0167  -0.0086  0.0422
Si  2.8273  4.0357  19.9166  0.0188  0.0105  -0.0157
Si  1.3646  1.6313  11.9073  0.0014  -0.0068  0.0316
Si  10.711  7.4784  13.3082  -0.013  -0.0036  0.0042
Si  6.4749  3.8339  13.0126  0.0008  -0.0113  0.041
Si  6.0529  9.5043  17.0849  0.0302  -0.044  -0.0036
Si  5.6146  10.6035  11.7624  -0.0126  0.0296  0.0235
Si  7.688  6.5157  20.2428  -0.0181  -0.0198  0.0014
Si  7.5033  4.1553  15.8774  -0.0123  -0.001  -0.0089
Si  1.8096  4.539  15.2368  0.0013  0.024  0.0312
Si  7.1004  8.1438  12.3789  0.008  -0.0319  0.043
Si  3.316  3.9558  12.4913  0.0066  -0.0095  0.0305
Si  2.5949  9.8209  11.7918  -0.0245  -0.007  0.0101
Si  6.6594  0.1724  19.7506  -0.0133  -0.0019  0.0135
Si  0.473  10.421  20.6937  0.025  0.0015  -0.0291
Si  9.9146  10.251  18.1017  0.0007  -0.0014  -0.0143
Si  4.1964  1.2391  19.021  0.0139  0.0009  0.0087
Si  9.3886  4.1533  19.8036  -0.0091  -0.0258  -0.017
Si  -0.3894  7.7212  16.4127  0.0197  0.0041  -0.0011
Si  9.8369  3.3915  11.2577  0.0145  0.0238  0.0045
Si  5.3426  0.4729  14.7711  0.0063  0.036  0.0138
Si  8.2528  2.0239  17.9407  -0.0006  0.0205  -0.0221
O  0.4442  4.858  14.4015  -0.0219  -0.0029  -0.0309
O  0.2765  2.5267  11.038  -0.0004  -0.0088  -0.0158
O  10.0894  2.9598  20.6792  0.0102  0.0159  0.012
O  4.5081  9.1375  17.3651  0.0063  0.0269  0.0064
O  9.9952  2.3954  15.0271  0.0226  -0.0326  -0.0067
O  0.2492  10.5629  19.0743  -0.0333  -0.0055  0.0101
O  1.5709  0.0976  11.2917  0.0018  0.0082  -0.0065
O  6.5117  4.2018  14.5896  0.018  0.0075  -0.0258
O  2.9887  2.0713  16.7297  0.0196  0.0124  -0.0128
O  6.2218  10.5751  15.8664  -0.0189  -0.0019  0.0075
O  5.135  0.5915  20.1956  0.0044  -0.0007  0.0046
O  7.9342  7.2373  11.2874  -0.0169  0.0194  -0.0131
O  10.4531  5.2372  19.2951  0.0146  -0.0157  0.0254
O  2.0776  4.9099  18.7214  -0.0218  0.0196  0.0523
O  1.0906  3.6068  16.3837  -0.0089  -0.0267  0.0227
O  2.6992  8.2524  11.2073  0.0078  -0.01  0.0039
O  6.5814  10.1173  18.4737  0.0131  0.0316  0.0117
O  3.9616  5.0151  20.531  -0.0112  0.0145  -0.0004
O  7.3513  4.908  12.1683  0.0037  -0.0275  -0.0224
O  10.05  9.8422  21.4125  0.0079  -0.0032  0.0055
O  8.9523  3.4065  18.4331  0.0179  0.002  0.0395
O  6.4977  0.722  10.8659  0.0198  -0.0044  -0.0061
O  9.6852  3.5984  12.8586  0.0051  -0.0124  -0.0054
O  9.0838  7.0632  16.2975  0.016  -0.0051  0.0317
O  9.4761  6.412  13.104  0.0147  0.0158  -0.0127
O  2.208  9.5583  13.3855  0.0245  0.0172  0.0074
O  8.9573  9.3589  19.0746  0.0071  0.0049  0.0079
O  4.4228  6.3129  18.1932  0.0036  -0.0137  0.0243
O  4.4355  8.7946  14.6323  -0.0299  -0.0248  -0.0051
O  2.8228  5.2546  11.5518  0.007  -0.0359  -0.028
O  10.3966  8.9418  12.5934  0.0015  -0.0163  0.0017
O  2.8458  3.9954  14.0833  0.0002  -0.0019  -0.0139
O  9.6012  4.964  10.7567  -0.0258  0.0041  -0.0172
O  8.6167  2.469  10.6553  0.0196  -0.0085  -0.0128
O  3.7272  0.2511  14.7528  -0.0176  -0.0139  -0.0199
O  7.4482  1.5276  19.2832  -0.0154  -0.026  0.0149
O  8.2497  5.0101  20.6227  0.0052  0.0135  0.0077
O  4.0239  10.5574  11.4911  0.0127  -0.0037  0.0097
O  8.8512  0.3017  12.1178  -0.026  -0.0062  -0.0049
O  6.1813  7.2183  13.3638  -0.0181  0.0177  -0.0235
O  3.7407  7.6686  20.4543  -0.0268  -0.015  0
O  4.9905  6.4075  15.5673  0.0006  0.0146  0.0103
O  5.9139  0.1053  13.3084  -0.0271  -0.0155  -0.0226
O  0.859  1.0014  21.142  -0.0109  0.0027  0.012
O  4.942  3.8781  12.4622  -0.008  0.0086  -0.0164
O  10.3906  9.2771  16.8983  -0.0029  -0.0295  0.0247
O  7.993  9.0715  13.405  0.0015  0.0123  -0.0364
O  5.2751  2.0488  15.1939  0.0188  0.0009  0.0315
O  0.7515  0.9467  16.2055  0.01  0.0132  0.0032
O  8.0998  6.8403  18.7221  -0.0115  0.0084  0.0039
O  8.3201  7.7537  21.1281  -0.0012  0.0047  0.0124
O  0.1786  7.7022  14.8792  0.0033  0.0183  -0.02
O  0.9924  6.8143  12.4934  -0.0071  0.0272  0.0265
O  6.1603  9.1032  11.4715  0.0072  0.0152  0.0028
O  1.6709  3.5161  20.9358  -0.0134  0.0011  0.004
O  9.9279  -0.2025  14.4669  0.0064  0.0107  -0.033
O  6.8063  8.1169  16.7586  -0.0088  0.0268  0.019
O  5.2044  1.6207  17.7862  -0.0024  -0.0027  0.0147
O  0.9143  1.4067  13.4765  -0.018  0.0043  -0.018
O  7.0956  5.3802  16.8788  0.005  -0.015  0.0024
O  3.5399  6.798  13.3533  0.0103  0.029  -0.0039
O  2.2878  9.5638  16.1504  0.0024  -0.0116  -0.0138
O  8.9431  4.6168  15.2989  -0.0025  0.0007  -0.0053
O  7.1514  2.3606  12.8199  -0.0071  0.0106  -0.0326
O  1.1608  6.9787  20.0977  0.0196  -0.0058  0.0216
O  3.5521  2.6466  19.4783  0.0154  -0.0075  0.0152
O  0.9111  2.2397  18.6606  -0.015  -0.0123  0.0217
O  7.4252  10.3206  20.9655  0.0097  -0.0022  -0.0019
O  0.5154  6.808  17.4361  -0.0224  0.0072  0.0117
O  2.628  5.6633  16.1003  0.0073  -0.0299  0.006
O  2.2263  8.6327  18.5355  0.0191  0.0113  0.0305
O  7.4967  2.6641  16.6125  -0.0165  0.0087  -0.0157
O  6.0728  6.5296  20.371  0.0197  0.0023  0.0131
O  3.0863  0.1366  18.5031  0.0506  0.0104  0.0119
O  4.6734  4.0856  16.8267  -0.025  0.0087  0.0094
O  9.1994  0.7096  17.5666  -0.0073  -0.0093  0.0198
O  1.7282  9.4221  21.0371  -0.0065  -0.0122  -0.0031
O  2.7262  2.5476  11.8818  -0.0194  0.0113  -0.0103

Results
free energy: -130448.840 eV
free energy less fixed offsets of H -17.10, O -569.03, Si -635.61 eV per atom: 16.450 eV

The program warned: the cutoff lies below the one the program advises for these potential files; the exchange-correlation potential is rough where the density is thin.
